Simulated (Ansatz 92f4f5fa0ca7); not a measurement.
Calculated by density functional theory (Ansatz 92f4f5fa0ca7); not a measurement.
Periodic cell of 254 atoms, Si144O106N4, from a study of silicon, its oxide and their interface. The atomic structure is a simulated model.
Doubt: the cutoff is far below the 930 eV that the study's wrapper takes by default for these files, so forces and energies are approximate.

Settings
functional: PBE
potential files: Ansatz PAW
basis: plane waves
wave-function cutoff: 580 eV
density cutoff ratio: 5
exchange-correlation grid ratio: 1
k mesh: 1 x 1 x 1, Gamma-centred
self-consistency stop: 5e-08 eV per atom in the density residual
occupations: fixed
spin: none
net charge: 0

Cell vectors (angstrom)
a	10.938	0	0
b	0	10.938	0
c	-1.9408	-5.264	37.6585

Atoms: element, x, y, z (angstrom)
Si	-0.3045	-6.938	30.384
Si	2.4275	-4.0614	30.0728
Si	-0.7832	-0.8753	29.9872
Si	1.9341	-9.0046	30.2272
Si	-6.3306	-6.2633	30.2558
Si	-3.6589	-3.5963	30.1076
Si	5.1413	-1.3181	30.0704
Si	-2.9584	-9.5512	30.0969
Si	0.856	-5.2137	31.5024
Si	3.5635	-2.4901	31.4416
Si	0.787	-10.7126	31.4265
Si	3.4931	-7.8874	31.59
Si	-4.7175	-5.1485	31.5552
Si	-1.9647	-2.4607	31.3863
Si	6.3191	0.239	31.429
Si	-1.8845	-8.0994	31.6373
Si	-0.5932	-3.8629	32.8078
Si	2.1573	-1.1514	32.8047
Si	-0.5236	-9.4348	32.9335
Si	2.1345	-6.5779	32.9396
Si	4.8574	-3.8386	32.9101
Si	7.6308	-1.1434	32.8589
Si	4.9053	1.591	32.8314
Si	-3.3144	-6.6239	32.8474
Si	-1.9408	-5.264	34.2402
Si	0.7937	-2.5295	34.2402
Si	-1.9408	0.205	34.2402
Si	0.7937	-7.9985	34.2402
Si	3.5282	-5.264	34.2402
Si	6.2627	-2.5295	34.2402
Si	3.5282	0.205	34.2402
Si	6.2627	-7.9985	34.2402
Si	1.3673	-1.3673	3.418
Si	4.1018	1.3673	3.418
Si	1.3673	4.1018	3.418
Si	4.1018	-4.1018	3.418
Si	6.8362	-1.3673	3.418
Si	-1.3673	1.3673	3.418
Si	6.8362	4.1018	3.418
Si	-1.3673	6.8362	3.418
Si	2.6849	-0.0297	4.871
Si	5.4816	2.8035	4.8278
Si	2.7328	5.4415	4.8613
Si	5.3863	-2.6908	4.7564
Si	-2.6619	-0.0887	4.749
Si	0.0275	2.7342	4.7731
Si	8.1744	5.4351	4.8176
Si	0.163	-2.8942	4.6731
Si	1.1973	1.2895	6.2453
Si	4.0689	4.1259	6.3195
Si	1.3729	-4.1079	6.2563
Si	4.0915	-1.3744	6.2632
Si	-3.9182	1.4385	6.0481
Si	-1.2269	4.1813	6.127
Si	6.6165	-4.1517	6.0673
Si	-1.2774	-1.7064	5.9496
Si	-0.3577	-0.2277	7.4785
Si	2.895	2.4021	7.4513
Si	-0.3521	-4.7605	7.9594
Si	2.8642	-2.9077	7.7272
Si	5.4142	0.3346	7.3282
Si	-2.395	2.7434	7.6827
Si	5.2071	5.8216	7.8129
Si	-2.6947	-3.0754	7.284
Si	-0.5735	-6.6312	35.6075
Si	2.161	-3.8967	35.6075
Si	-0.5735	-1.1622	35.6075
Si	2.161	1.5723	35.6075
Si	4.8955	-6.6312	35.6075
Si	-3.308	-3.8967	35.6075
Si	4.8955	-1.1622	35.6075
Si	7.63	1.5723	35.6075
Si	0.7937	-5.264	36.9747
Si	3.5282	-2.5295	36.9747
Si	0.7937	0.205	36.9747
Si	3.5282	-7.9985	36.9747
Si	-4.6753	-5.264	36.9747
Si	-1.9408	-2.5295	36.9747
Si	6.2627	0.205	36.9747
Si	-1.9408	-7.9985	36.9747
Si	1.3673	1.3673	0.6835
Si	4.1018	4.1018	0.6835
Si	1.3673	6.8362	0.6835
Si	4.1018	-1.3673	0.6835
Si	6.8362	1.3673	0.6835
Si	-1.3673	4.1018	0.6835
Si	6.8362	-4.1018	0.6835
Si	-1.3673	-1.3673	0.6835
Si	0	0	2.0507
Si	2.7345	2.7345	2.0507
Si	0	5.469	2.0507
Si	2.7345	-2.7345	2.0507
Si	5.469	0	2.0507
Si	8.2035	2.7345	2.0507
Si	5.469	5.469	2.0507
Si	8.2035	-2.7345	2.0507
Si	-4.0215	-4.8492	22.0404
Si	2.4086	-4.8357	15.4339
Si	6.1915	-7.956	28.0267
Si	4.6367	-1.545	19.3815
Si	-9.2531	-8.2649	19.5067
Si	7.3282	-10.8635	19.5301
Si	-0.2716	-8.0544	14.6382
Si	-0.764	-2.7121	12.447
Si	-0.0382	-3.1259	24.8561
Si	-3.3352	-9.8905	22.4626
Si	2.2056	-1.7471	23.2445
Si	5.6036	0.2171	10.4582
Si	3.8683	-10.8671	25.1571
Si	0.6373	-2.2382	9.6615
Si	9.3673	1.334	10.5911
Si	3.9346	0.7774	27.9898
Si	-1.7591	-5.1485	28.2892
Si	-4.0855	-4.945	18.8458
Si	-2.0813	-2.4829	18.2134
Si	4.7729	-14.5948	17.1348
Si	-6.6845	-3.6346	21.6913
Si	-3.5725	1.2926	12.6113
Si	7.6551	-5.6953	9.0896
Si	1.563	3.5899	16.7713
Si	-0.6263	-6.8202	18.5708
Si	2.2226	-5.6394	20.7757
Si	0.7413	2.33	11.8021
Si	-2.3932	-7.1725	23.0839
Si	7.7851	-6.2421	25.8873
Si	-3.0873	-3.5215	24.4514
Si	-4.5797	-11.7819	24.2055
Si	0.0332	-5.2158	22.7087
Si	-3.3288	-7.9827	18.0243
Si	9.0628	-2.522	15.1484
Si	3.3854	2.2801	10.3748
Si	5.2648	-6.0443	10.8448
Si	-0.3844	-4.8345	14.4326
Si	2.646	0.119	20.7914
Si	7.7845	-1.1647	11.5667
Si	7.6579	2.7369	15.0549
Si	6.3706	-3.258	14.4242
Si	6.6309	5.0536	13.4305
Si	-3.0647	-0.4674	8.8242
Si	10.6278	-15.2214	19.9519
Si	-6.152	-10.0339	22.6861
Si	0.4634	-2.9016	27.9609
Si	-0.9099	-6.9412	9.9437
Si	15.2002	-4.5402	13.1765
O	0.7185	-13.0851	23.7898
O	4.187	1.3918	7.6069
N	6.2521	0.1374	8.8552
O	-1.8945	-10.6769	29.4495
O	0.7932	-7.942	29.6012
O	2.8029	-4.5856	13.8517
O	3.0955	-2.9905	22.6573
O	0.4012	2.1661	13.3626
O	8.6007	6.3923	8.1964
O	7.7995	-2.0806	8.5351
O	2.4716	2.5838	9.0495
O	8.7131	-5.9854	10.2947
O	-3.6651	-6.4058	22.3903
O	3.5115	-5.2175	29.5355
O	2.7773	-9.5051	28.9135
O	6.2054	-2.4691	29.4753
O	-2.2413	-8.705	22.5629
O	5.4333	-6.9191	29.0089
O	5.4478	-11.2589	25.4699
O	10.4469	6.8136	21.5793
O	-1.2227	-5.5346	19.3741
N	-1.5681	2.5156	9.2903
O	6.4993	4.5207	11.8818
O	-5.4775	-4.3099	22.5669
O	4.5051	-0.5661	28.7342
O	-2.6253	-7.2093	24.6972
O	-0.9844	-6.4707	22.7321
O	-3.1532	-4.444	28.7718
O	6.777	1.8436	14.0155
O	2.2108	-2.4816	9.2247
O	-0.0095	4.8524	8.8729
O	-3.9397	-4.6437	20.4408
O	9.1963	3.234	17.815
O	4.0135	-4.0171	8.1669
O	0.0089	1.0947	11.0031
O	7.673	-10.8858	23.789
O	-0.6083	-4.0343	28.3743
O	8.6559	-2.5333	11.7707
O	0.8605	-4.352	15.3838
O	0.1526	-4.6298	24.2296
O	-4.8093	-9.1373	22.4954
O	2.9843	-1.1445	24.5378
O	7.5828	4.237	14.431
O	-3.1222	-0.2512	12.9132
O	-7.3128	-4.8651	20.8519
O	0.1244	3.138	19.6267
O	1.5004	-5.7384	22.2415
O	8.2305	-12.0389	18.8361
O	0.4553	4.6059	17.4477
O	-0.073	-1.4825	28.5981
O	-0.423	-6.451	14.3636
O	5.1345	-9.1239	27.6373
O	4.2701	-4.9385	11.5753
O	2.3582	2.3198	11.6401
O	-5.6129	-11.6027	22.9124
O	-1.8935	-5.8117	26.8181
O	-5.0947	-3.6618	15.9084
O	7.1919	-4.3609	13.5064
O	0.2312	-0.8351	8.9041
O	-0.788	-2.9499	19.1394
O	7.513	-2.1382	14.728
O	3.3048	-3.9965	16.501
O	-1.9663	0.2724	7.8098
O	-3.1283	-3.7687	18.1518
O	3.1929	0.45	26.5741
O	7.0546	-6.5701	18.6363
O	0.0607	-7.2262	11.2197
O	0.6153	-2.8829	26.3335
O	0.3152	-2.2048	11.2926
O	-4.1867	-13.2855	24.5949
O	4.8857	-2.5805	20.6209
O	-7.0201	-9.6479	24.0349
O	5.0768	5.1725	13.9511
O	3.1599	-0.8902	19.6273
O	4.4698	3.5092	10.4756
O	1.2583	-4.7563	19.7558
O	6.1809	-1.2497	11.0785
O	1.6413	-9.7566	20.1221
O	1.8719	-3.333	28.6795
O	-3.6881	-15.7449	25.2828
O	3.8967	1.0058	21.3562
O	-4.2601	-7.1034	26.7164
O	1.9547	-0.6689	22.0416
O	-3.1285	-10.7441	21.0934
O	16.2815	-4.7206	18.2355
O	-12.6666	-8.6876	14.9981
O	-1.3479	-6.3679	29.2609
O	-3.4972	-8.6758	28.7981
O	2.2511	2.706	17.9592
O	2.5726	-7.1598	20.3088
O	-0.2234	-3.4371	8.9603
O	7.4621	-6.9694	8.082
O	-12.6004	-13.8512	24.9865
N	-2.407	-0.1646	10.3572
N	6.0084	-5.3377	9.4179
O	0.7566	-8.4032	15.8402
O	2.5489	4.5182	15.8642
O	9.3272	-12.98	16.6893
O	-2.9296	-3.9425	22.8787
O	8.6501	2.0599	11.9263
O	4.6523	-13.1601	17.9017
O	-1.6664	-4.1573	15.1798
O	10.5808	-4.2505	12.8748
O	-3.529	-9.348	18.8953
O	4.993	-3.0808	13.5057
O	7.0005	2.6654	16.5303
O	5.7711	-0.3846	19.4331
O	10.0699	-1.9408	13.937
O	6.1761	1.3445	11.4989
O	4.0522	0.7575	10.3342

Results
free energy: -153365.991 eV
free energy less fixed offsets of N -385.13, O -568.88, Si -635.61 eV per atom: 3.649 eV

Forces (eV/angstrom), in the order of the atoms: element, x, y, z
Si	0.0817	-0.0521	-0.1667
Si	0.0967	-0.1487	-0.1333
Si	-0.1056	0.0841	-0.0606
Si	0.0412	0.1793	-0.2495
Si	0.0157	0.02	-0.167
Si	-0.1247	0.1054	-0.0607
Si	0.1069	0.0278	-0.1104
Si	0.0386	0.0057	-0.0739
Si	-0.0624	0.0297	-0.3074
Si	0.0563	0.0024	-0.1935
Si	0.0032	0.0405	-0.1785
Si	0.0471	-0.0537	-0.2666
Si	0.0274	-0.1028	-0.1443
Si	0.039	-0.0499	-0.2351
Si	0.0033	0.0207	-0.2037
Si	-0.0243	0.0991	-0.1737
Si	-0.0775	0.0366	0.0223
Si	-0.0209	-0.0207	0.1212
Si	-0.0419	-0.0596	0.0981
Si	-0.0084	0.0583	0.031
Si	-0.0307	-0.021	0.0626
Si	0.0058	-0.0005	-0.1027
Si	-0.0255	-0.0546	0.0027
Si	-0.0357	0.0207	0.0415
Si	0.0213	0.1085	-0.3689
Si	-0.053	0.1129	-0.4427
Si	0.0087	-0.3311	0.3367
Si	-0.0072	-0.0142	0.3442
Si	0.035	0.2972	0.4642
Si	0.0596	0.2693	0.1174
Si	0.0276	0.0238	-0.445
Si	-0.0177	0.0757	-0.1905
Si	0.391	0.0813	-0.266
Si	-0.1537	0.0882	0.7427
Si	0.2984	-0.1003	0.0522
Si	-0.4776	-0.1127	0.0589
Si	-0.1427	-0.0437	-0.149
Si	0.3585	-0.1877	-0.0952
Si	-0.1716	0.2627	-0.1889
Si	-0.2412	-0.6258	-0.0969
Si	-0.019	0.0372	-0.1256
Si	-0.0007	-0.1701	-0.0191
Si	-0.008	0.033	0.072
Si	-0.0959	0.134	0.0962
Si	-0.0558	-0.0743	0.0774
Si	-0.2887	0.0838	0.1091
Si	-0.0496	-0.1798	-0.1315
Si	-0.0097	0.0472	-0.0245
Si	-0.1986	-0.1513	0.0836
Si	0.3378	0.196	0.2827
Si	-0.114	0.1167	0.8027
Si	0.0462	0.1288	0.3932
Si	0.2749	0.2694	0.621
Si	0.179	0.3679	0.5414
Si	0.2053	-0.2038	0.345
Si	-0.0253	0.1536	0.0208
Si	0.1635	-0.2192	-0.2145
Si	0.1108	-0.1465	0.1647
Si	0.337	-0.8811	-1.2344
Si	0.3289	-0.0907	-0.2073
Si	-0.2465	0.0265	-0.3012
Si	-0.3051	0.112	-0.9165
Si	-0.6911	0.0367	-0.5894
Si	-0.8559	-0.0456	0.2001
Si	0.0039	-0.0591	-0.0099
Si	0.0797	-0.0634	-0.0066
Si	-0.1041	0.009	0.0072
Si	0.0412	0.092	0.0072
Si	-0.0027	0.0215	-0.0295
Si	0.0141	0.0252	-0.0293
Si	0.0939	-0.0145	-0.0146
Si	0.074	0.0182	-0.0366
Si	-0.0049	0.0681	-0.0089
Si	-0.0477	0.0604	-0.0129
Si	-0.0443	-0.057	-0.0249
Si	0.0679	0.0244	-0.0087
Si	-0.0099	-0.0464	-0.019
Si	0.0374	-0.0363	-0.012
Si	-0.0834	0.0134	-0.0037
Si	-0.056	-0.0166	-0.009
Si	-0.0257	-0.0606	0.0373
Si	0.0589	0.0289	0.0026
Si	0.0136	0.062	0.0046
Si	0.0152	-0.0638	0.0036
Si	0.0099	0.0554	0.0129
Si	0.1246	-0.0667	0.0029
Si	-0.0159	0.0201	0.0473
Si	0.0401	0.03	0.0292
Si	-0.0425	0.0673	-0.0131
Si	0.0488	0.0875	-0.0083
Si	-0.1891	-0.0805	-0.0108
Si	-0.0094	0.0292	-0.0386
Si	-0.0039	-0.0253	0.0565
Si	-0.1491	-0.0594	0.0742
Si	0.0421	-0.1453	0.0035
Si	-0.0032	0.002	0.0206
Si	0.1515	-0.0545	0.3269
Si	0.0639	-0.0529	-0.1871
Si	-0.0609	0.0233	0.1183
Si	-0.077	0.006	0.1096
Si	-0.0642	0.0262	0.0505
Si	0.0054	0.0271	0.1976
Si	-0.016	0.0589	-0.225
Si	-0.1318	-0.1114	0.0841
Si	-0.1405	-0.0558	-0.0271
Si	-0.0835	0.0358	0.2173
Si	-0.0602	0.0656	0.2105
Si	-0.0658	0.0581	0.0341
Si	0.0468	0.044	0.0748
Si	0.0754	-0.0324	-0.2329
Si	0.0094	0.0896	0.0698
Si	-0.1212	0.0128	0.2519
Si	-0.0966	-0.1281	0.1459
Si	0.0691	0.0102	0.0926
Si	-0.016	-0.047	-0.1278
Si	0.0563	-0.0158	-0.2034
Si	-0.0544	0.0785	0.257
Si	-0.0811	0.0209	-0.0825
Si	0.2022	-0.1655	-0.3497
Si	-0.1274	-0.0005	-0.1198
Si	0.134	0.032	0.0147
Si	-0.1514	-0.0091	0.1948
Si	-0.0391	-0.1139	-0.1116
Si	-0.0224	0.0207	0.3219
Si	-0.0589	0.0557	-0.0935
Si	0.0249	-0.0453	0.1782
Si	0.0103	-0.109	0.3314
Si	-0.1067	-0.0104	0.2515
Si	0.0169	-0.0093	-0.0848
Si	0.1082	-0.0148	-0.1883
Si	0.052	0.0477	0.0375
Si	-0.0252	-0.0642	-0.1237
Si	-0.0216	-0.0131	-0.1709
Si	0.0673	-0.0207	0.2885
Si	-0.0194	-0.0849	0.0587
Si	-0.0162	0.0458	-0.2334
Si	-0.07	-0.1704	-0.0857
Si	0.0183	-0.0205	-0.1454
Si	0.0358	-0.169	-0.3621
Si	0.0109	-0.0796	0.2113
Si	-0.06	0.1275	0.23
Si	0.0507	0.0217	0.2043
Si	0.1957	0.3018	0.0239
Si	0.0139	-0.1609	-0.2557
O	0.017	-0.0145	-0.0699
O	0.0966	-0.0767	-0.0767
N	0.0805	0.1689	-0.3877
O	0.0136	-0.038	0.465
O	-0.0275	-0.0181	0.686
O	-0.0312	0.0211	0.1806
O	0.0823	-0.0747	-0.1322
O	0.0058	0.0098	0.1015
O	0.5088	0.3454	-0.1572
O	0.0593	0.251	-0.1767
O	-0.0966	0.0815	-0.1602
O	0.0897	-0.036	0.1059
O	-0.087	0.0416	-0.1547
O	0.03	0.0137	0.5638
O	-0.025	-0.0823	0.0247
O	0.0872	-0.0715	0.5337
O	0.0224	-0.0473	-0.1051
O	0.0353	-0.0065	-0.0552
O	-0.0186	-0.0033	-0.1663
O	0.0261	0.0251	-0.2442
O	-0.0794	0.0088	-0.0451
N	-0.0235	-0.4301	-0.1736
O	0.004	-0.016	0.1258
O	-0.081	-0.0219	-0.0925
O	-0.0063	-0.0528	0.0675
O	0.0254	0.0278	-0.0928
O	0.0773	0.0058	-0.1133
O	0.0786	-0.0126	0.017
O	0.0975	0.0574	0.0698
O	0.0287	0.0913	-0.1528
O	0.0707	-0.037	0.3804
O	-0.0462	0.0301	-0.2304
O	-0.0652	0.0011	0.007
O	0.2047	-0.2394	-0.0661
O	-0.0235	0.0276	0.0884
O	0.0225	0.0743	-0.1739
O	0.0347	0.0005	-0.0801
O	-0.0126	0.008	0.0004
O	0.0488	0.0017	0.0804
O	0.0285	0.0244	-0.0547
O	0.0159	-0.0361	-0.0682
O	0.0165	-0.0096	-0.0654
O	0.0039	-0.0639	0.0796
O	0.0003	-0.0285	0.0383
O	0.0213	-0.0742	-0.1264
O	0.0072	-0.0142	-0.0252
O	0.1014	-0.013	-0.1174
O	0.0225	-0.0069	0.0025
O	0.0212	-0.0077	0.0518
O	-0.0021	-0.0195	0.1239
O	0.0111	0.0262	0.0492
O	0.0089	0.0359	-0.0984
O	0.0231	0.0441	0.1594
O	-0.0795	0.0053	0.0384
O	0.0133	0.0019	-0.1381
O	0.0984	0.0687	0.1277
O	-0.027	0.0258	0.1869
O	-0.0773	0.0725	0.1123
O	-0.0854	0.2081	-0.0842
O	0.0137	0.0489	-0.0316
O	-0.0663	0.0288	0.0358
O	-0.0021	0.0217	0.1101
O	0.068	0.1559	0.2762
O	-0.0234	-0.0134	0.0073
O	0.0374	-0.0386	0.0289
O	-0.0328	0.0084	-0.0147
O	-0.0923	0.0523	-0.0536
O	0.0623	0.0328	0.1365
O	0.0718	0.0358	-0.2293
O	-0.0621	0.035	-0.099
O	0.0257	0.0223	-0.1094
O	0.0439	-0.076	-0.1061
O	-0.0034	0.0727	0.0836
O	0.0361	-0.0278	-0.1169
O	0.0356	0.1336	0.0623
O	-0.0054	0.0293	-0.0855
O	0.0351	-0.0599	0.2292
O	-0.0363	0.0794	-0.0943
O	-0.0393	0.023	0.1494
O	0.0436	-0.0121	-0.0716
O	-0.0507	-0.0024	-0.1457
O	-0.0475	-0.0834	0.198
O	0.0085	0.0497	-0.1763
O	0.0264	-0.0797	-0.1862
O	0.0114	-0.043	0.0228
O	-0.0362	-0.033	0.0927
O	-0.046	0.0885	-0.099
O	0.0114	-0.0314	0.0248
O	0.0328	-0.0069	0.0414
O	0.0502	0.0225	-0.0311
O	-0.1563	-0.0399	0.1869
O	-0.1545	0.1258	0.2699
O	0.122	-0.0088	-0.0484
N	0.3738	0.1793	0.0094
N	-0.1167	0.0573	-0.1526
O	0.0832	-0.0007	0.1345
O	0.0063	0.0066	0.0726
O	0.0133	0.0122	0.1267
O	-0.0656	-0.0401	-0.2043
O	-0.0699	-0.1285	0.0512
O	0.007	0.011	0.0041
O	-0.0672	0.0515	0.0721
O	-0.0278	0.0599	0.0195
O	-0.0148	0.0458	-0.0232
O	0.0854	0.0623	0.0673
O	-0.0359	0.0046	0.1581
O	0.0244	0.0112	-0.0469
O	-0.0473	-0.0265	0.0909
O	0.0383	0.011	0.0135
O	0.0295	-0.1007	0.1056

The program warned: the cutoff lies below the one the program advises for these potential files; the exchange-correlation potential is rough where the density is thin.
